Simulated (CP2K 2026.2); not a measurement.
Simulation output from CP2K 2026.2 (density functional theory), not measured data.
Periodic cell of 518 atoms, Si368O150, from a study of silicon, its oxide and their interface. The atomic structure is a simulated model.
Doubt: the forces sum to 2.05 eV/angstrom along one axis rather than to zero, so they err by at least 0.0039 eV/angstrom per atom on average; the grid cutoff is modest.

Settings
functional: PBE
method: Gaussian and plane waves
basis set: DZVP-MOLOPT-SR-GTH
pseudopotentials: GTH-PBE
grid cutoff: 350 Ry, relative cutoff 50 Ry
k points: Gamma only
occupations: fixed
spin: none
net charge: 0

Cell vectors (angstrom)
a	15.3871	0	0
b	0	15.3871	0
c	3.6061	-1.5811	39.2929

Atoms and the computed forces on them: element, x, y, z (angstrom), force x, y, z (eV/angstrom)
Si	15.287	13.078	30.937	0.21	0.35	0.628
Si	14.438	2.757	30.161	0.093	-0.052	0.16
Si	15.844	5.497	30.446	-0.003	0.088	0.19
Si	14.377	9.912	33.073	-0.07	0.057	0.027
Si	4.539	13.356	30.553	-0.117	0.049	0.133
Si	4.722	2.503	30.789	0.555	0.008	-0.015
Si	3.539	5.43	31.067	0.212	0.149	0.674
Si	17.165	12.17	25.971	-0.1	0.067	-0.116
Si	11.498	0.204	28.584	-0.054	-0.016	0.107
Si	8.032	2.263	33.303	0.019	0.047	0.019
Si	7.975	6.81	30.539	-0.024	0.035	0.185
Si	7.641	9.91	31.172	-0.262	0.052	0.649
Si	12.547	9.849	28.718	0.002	0.058	0.116
Si	11.355	2.661	30.425	0.064	-0.127	0.086
Si	14.381	6.059	33.173	-0.183	-0.021	0.714
Si	12.387	6.841	27.926	-0.126	0.081	0.009
Si	7.428	-1.208	30.998	0.493	-0.133	0.551
Si	3.256	2.2	33.475	0.058	0.105	0.817
Si	4.374	6.01	33.198	0.036	0.003	0.02
Si	4.555	10.043	33.195	-0.044	-0.028	0.072
Si	8.302	13.808	33.185	0.009	-0.013	0.027
Si	6.983	1.944	31.172	-0.29	0.305	0.583
Si	6.847	6.059	33.34	-0.402	0.054	0.573
Si	6.968	9.975	33.406	0.01	0.018	0.041
Si	12.147	13.5	30.785	-0.096	-0.027	0.117
Si	10.5	2.214	33.356	-0.281	0.179	0.687
Si	10.768	5.586	30.262	0.035	0.1	0.263
Si	11.91	9.975	33.288	0.383	0.07	0.582
Si	15.946	13.705	33.123	0.059	-0.067	0.015
Si	15.534	2.187	33.063	-0.354	0.014	0.794
Si	11.925	6.077	33.212	0.277	-0.056	0.71
Si	4.672	10.413	30.861	0.173	0.01	0.705
Si	18.391	13.796	33.264	-0.327	-0.156	0.523
Si	3.657	4.217	34.597	-0.071	-0.04	-0.027
Si	3.776	8.039	34.315	-0.012	-0.028	-0.031
Si	3.7	11.868	34.461	0.014	0.017	0.048
Si	7.574	0.289	34.516	-0.033	0.007	0.027
Si	7.429	4.15	34.587	-0.012	-0.018	0.023
Si	7.847	2.174	28.441	-0.047	-0.05	-0.015
Si	7.554	11.95	34.515	0.022	0.047	0.012
Si	11.146	0.391	34.72	-0.013	0.024	0.012
Si	11.247	4.175	34.483	-0.005	-0.004	-0.015
Si	11.38	8.007	34.486	0.013	-0.025	-0.038
Si	11.354	11.89	34.571	0.004	0.021	0.005
Si	15.201	0.236	34.367	-0.057	0.027	-0.062
Si	15.069	4.134	34.387	0.037	0.019	-0.014
Si	15.026	8.009	34.364	0.05	-0.027	-0.043
Si	15.191	11.797	34.365	0.007	0.011	0.022
Si	16.975	0.286	35.958	-0.037	-0.016	0.015
Si	17.01	4.237	35.8	0.001	-0.036	-0.015
Si	17.099	8.021	35.61	-0.013	0.003	-0.05
Si	17.104	11.723	35.787	0.021	0.025	-0.064
Si	5.571	0.274	35.827	-0.007	0.015	-0.001
Si	5.536	4.083	35.978	-0.008	0.031	-0.002
Si	5.506	8.013	35.949	-0.044	0.02	-0.019
Si	5.596	11.998	35.866	-0.007	-0.031	-0.018
Si	9.304	0.336	36.108	-0.057	-0.006	-0.014
Si	9.369	4.263	35.915	-0.021	-0.034	-0.025
Si	9.41	8.003	35.816	-0.003	0.021	-0.012
Si	9.428	11.809	35.931	-0.013	0.021	-0.044
Si	13.252	0.304	35.78	0.015	0.024	-0.017
Si	13.196	4.072	35.835	0.009	0.027	-0.017
Si	13.247	8.006	35.917	0.017	0.01	0.012
Si	13.322	11.945	35.85	0.003	-0.012	-0.041
Si	17.043	13.683	37.198	-0.008	0.032	-0.033
Si	17.033	2.285	37.2	0.04	0.007	0
Si	17.052	6.156	37.128	0.01	-0.006	0.009
Si	17.1	9.847	37.155	0.02	-0.019	0.038
Si	5.555	13.824	37.289	0.01	0.016	0.036
Si	5.534	2.16	37.267	0.036	-0.003	0.028
Si	5.527	6.065	37.269	-0.002	-0.014	-0.008
Si	5.553	10.003	37.201	-0.004	-0.002	-0.038
Si	9.383	13.733	37.321	0.004	0.015	-0.014
Si	9.352	2.328	37.307	0.008	-0.018	-0.001
Si	9.386	6.148	37.268	0.013	0.002	0.029
Si	9.398	9.889	37.246	0.01	-0.001	0.002
Si	13.259	13.821	37.231	-0.04	0.005	0.011
Si	13.247	2.192	37.215	-0.023	-0.006	0.017
Si	13.229	6.037	37.2	-0.011	-0.004	0
Si	13.264	9.978	37.205	-0.019	-0.024	-0.035
Si	3.582	13.775	38.575	0.019	-0.008	-0.001
Si	3.575	2.223	38.572	0.001	-0.006	0.003
Si	3.569	6.09	38.558	-0.014	-0.001	-0.004
Si	3.621	9.934	38.551	-0.021	0	0.006
Si	7.462	13.767	38.659	-0.002	0.016	0.026
Si	7.438	2.257	38.65	0.001	-0.006	0.021
Si	7.454	6.113	38.616	0.006	0.001	0.024
Si	7.46	9.932	38.588	0.007	0.002	0.016
Si	11.338	13.78	38.611	-0.012	-0.003	0.019
Si	11.319	2.237	38.592	0.004	0.003	0.016
Si	11.326	6.091	38.593	0.004	0	0.024
Si	11.339	9.938	38.579	0.013	-0.005	0.014
Si	15.163	13.76	38.605	-0.001	-0.004	0.008
Si	15.148	2.253	38.597	0.007	0.001	0
Si	15.158	6.102	38.55	-0.001	0.021	0.008
Si	15.184	9.917	38.555	0.016	-0.006	0.016
Si	15.418	1.925	11.569	0.008	-0.017	0.006
Si	15.404	5.735	11.554	0.016	0.007	0.001
Si	15.399	9.593	11.571	-0.006	-0.009	0.002
Si	15.406	13.446	11.506	0.005	-0.021	-0.007
Si	3.837	1.928	11.579	0.002	-0.014	0.007
Si	3.877	5.731	11.568	-0.013	0.032	0.001
Si	3.833	9.594	11.58	0.015	0.002	-0.002
Si	3.856	13.437	11.53	-0.006	-0.005	0.004
Si	7.689	1.924	11.563	-0.003	-0.008	-0.002
Si	7.658	5.741	11.572	0.009	0.024	0.009
Si	7.675	9.586	11.567	0.008	0.015	-0.009
Si	7.654	13.424	11.522	-0.01	-0.002	-0.002
Si	11.578	1.926	11.585	-0.002	-0.004	-0.006
Si	11.574	5.726	11.546	0.001	-0.007	-0.012
Si	11.562	9.583	11.554	0.004	-0.004	-0.008
Si	11.565	13.447	11.519	0.011	-0.002	-0.006
Si	13.521	1.95	12.954	-0.02	-0.002	-0.007
Si	13.492	5.743	12.929	-0.012	0.012	0.03
Si	13.479	9.609	12.937	-0.004	-0.01	-0.037
Si	13.502	13.426	12.868	-0.013	0.01	0.01
Si	1.926	1.91	12.982	-0.015	0	-0.018
Si	1.948	5.708	12.9	-0.018	-0.01	-0.02
Si	1.917	9.598	12.961	0.018	-0.005	0.012
Si	1.931	13.479	12.868	-0.011	0.015	-0.018
Si	5.761	1.959	12.931	0.009	0.008	-0.007
Si	5.757	5.759	13.003	-0.013	0.001	0.03
Si	5.751	9.589	12.95	0.002	-0.008	-0.021
Si	5.745	13.39	12.925	0.023	-0.017	0.013
Si	9.626	1.925	12.911	-0.002	-0.002	-0.014
Si	9.623	5.702	12.855	0.006	0.019	-0.001
Si	9.624	9.551	12.887	0.006	-0.009	-0.025
Si	9.605	13.445	12.809	-0.007	0.001	-0.006
Si	13.553	-0.04	14.204	0.004	0.011	-0.013
Si	13.539	3.871	14.369	-0.004	0.002	0.015
Si	13.47	7.674	14.275	-0.02	0.049	-0.031
Si	13.476	11.547	14.291	-0.006	-0.054	-0.013
Si	1.931	-0.045	14.313	-0.006	-0.01	0.027
Si	1.951	3.843	14.349	0.02	-0.025	0.011
Si	1.945	7.604	14.258	-0.002	0.003	0.032
Si	1.883	11.601	14.244	0.003	-0.046	-0.013
Si	5.738	-0.018	14.182	-0.023	0.013	-0.028
Si	5.786	3.84	14.395	0	0.008	0.033
Si	5.731	7.709	14.369	0.011	0.029	0.026
Si	5.712	11.474	14.355	0.002	0.016	0.016
Si	9.608	-0.044	14.183	0.035	-0.002	-0.005
Si	9.621	3.846	14.29	-0.011	-0.027	0.012
Si	9.607	7.587	14.214	0.004	0.035	-0.023
Si	9.627	11.53	14.143	-0.014	-0.021	-0.05
Si	15.395	-0.059	15.692	-0.014	-0.023	-0.037
Si	13.47	6.027	18.403	0.111	-0.207	-0.868
Si	15.408	7.652	15.606	-0.01	0.06	-0.01
Si	15.388	11.611	15.677	0.001	0.012	0.014
Si	3.932	1.821	17.074	0.005	0.037	0.009
Si	3.843	3.821	15.771	0.009	-0.02	-0.026
Si	3.896	5.763	17.162	0.021	-0.017	0.045
Si	2.939	9.635	16.905	-0.062	0.047	-0.112
Si	7.772	1.81	16.974	0.022	0.025	0.016
Si	7.709	5.768	17.171	-0.013	-0.055	0.109
Si	7.725	7.584	15.632	0.005	0.05	-0.002
Si	7.762	11.462	15.538	-0.025	-0.064	0.008
Si	11.593	-0.079	15.439	-0.018	-0.007	-0.053
Si	11.55	3.861	15.64	0.023	-0.001	-0.02
Si	11.238	9.621	16.808	0.116	-0.094	-0.723
Si	11.497	11.568	15.553	0.014	-0.073	0.003
Si	9.746	1.154	18.067	-0.146	-0.265	-0.66
Si	15.507	5.912	17.197	0.036	-0.007	0.07
Si	13.59	9.158	18.864	0.101	-0.1	-0.258
Si	15.32	13.447	17.209	-0.039	0.025	0.079
Si	5.911	2.047	18.387	-0.023	-0.261	-0.728
Si	5.783	5.272	18.53	0.103	0.375	-0.744
Si	5.87	13.063	18.15	-0.086	0.214	-0.824
Si	3.829	13.476	17.045	0.025	-0.039	-0.003
Si	7.646	-0.016	15.491	0.002	0.007	0.003
Si	3.782	7.692	15.75	0.016	0.031	-0.015
Si	8.141	9.529	16.847	-0.145	0.087	-0.756
Si	3.713	11.536	15.702	0.062	-0.008	0.023
Si	15.481	1.906	17.011	0.008	-0.003	0.025
Si	11.567	5.781	17.023	0.049	-0.038	0.059
Si	6.181	10.056	19.202	-0.034	0.09	-0.075
Si	11.515	13.476	16.919	0.012	0.026	0.057
Si	13.461	1.591	18.123	0.025	0.189	-0.845
Si	15.475	3.93	15.792	-0.017	-0.001	-0.004
Si	3.274	9.237	19.162	-0.209	0.095	-0.617
Si	13.256	13.839	18.467	0.2	-0.473	-0.711
Si	2	1.571	18.381	0.002	0.094	-0.743
Si	2.099	6.311	18.583	-0.029	-0.114	-0.883
Si	15.857	9.619	16.806	0.306	-0.027	-0.559
Si	1.936	13.826	18.427	-0.025	-0.136	-0.8
Si	3.895	-0.035	15.626	0.032	-0.005	0.007
Si	7.75	3.838	15.745	-0.006	0.017	-0.021
Si	7.626	9.528	21.876	0.055	-0.011	-0.112
Si	9.349	14.186	20.963	-0.086	0.051	-0.087
Si	11.573	1.816	16.774	-0.021	0.018	0.032
Si	9.686	5.795	18.446	-0.022	0.021	-0.808
Si	11.517	7.636	15.581	-0.006	0.047	-0.001
Si	7.714	13.424	16.768	-0.014	-0.002	0.04
Si	12.495	9.414	21.61	-0.092	-0.116	-0.214
Si	8.069	12.212	22.941	-0.134	0.137	-0.099
Si	2.273	3.912	20.582	0.027	-0.068	-0.198
Si	3.98	6.606	23.902	0.196	-0.034	-0.14
Si	2.642	11.862	20.831	0.065	0.063	-0.095
Si	6.476	-0.216	20.486	0.055	0.091	-0.151
Si	10.514	10.802	30.574	0.033	0.001	0.189
Si	7.784	5.132	24.778	-0.095	0.041	0.089
Si	9.565	14.085	18.032	0.032	0.339	-0.612
Si	11.204	5.921	23.114	0.051	0.015	-0.001
Si	8.657	-0.812	28.165	-0.023	-0.017	0.21
Si	3.704	0.316	28.717	-0.015	-0.02	0.214
Si	16.342	6.876	24.301	-0.047	-0.028	0.129
Si	5.61	9.278	24.173	-0.021	0.073	-0.019
Si	12.334	14.19	21.343	-0.015	-0.139	-0.272
Si	12.033	3.648	24.867	-0.034	0.112	-0.093
Si	10.719	13.886	33.454	-0.348	-0.24	0.52
Si	9.936	7.547	21.018	0.014	0.026	-0.134
Si	16.228	8.07	28.794	0.018	0.077	0.116
Si	14.244	1.864	24.674	0.05	-0.102	0.014
Si	15.946	12.608	23.055	0.009	0.065	-0.017
Si	14.208	0.984	27.554	-0.052	0.037	0.139
Si	12.925	11.875	23.221	0.1	0.061	-0.058
Si	15.767	9.364	26.058	0.048	0.012	0.146
Si	5.094	4.765	26.11	0.059	0.028	0.004
Si	3.794	7.971	29.173	0.008	-0.059	0.07
Si	16.339	-1.061	28.183	0.083	-0.045	0.091
Si	10.004	3.211	20.313	0.119	-0.02	-0.155
Si	3.514	0.234	34.668	0.019	0.007	0.008
Si	5.303	2.058	26.835	0.049	-0.066	0.133
Si	7.436	13.608	25.49	-0.048	0.179	0.017
Si	7.441	1.299	24.707	0.096	-0.063	0.028
Si	7.79	7.95	25.751	-0.047	-0.065	-0.019
Si	7.628	3.323	22.427	-0.027	-0.037	-0.038
Si	13.025	3.684	20.473	-0.061	-0.034	-0.159
Si	14.803	0.058	22.484	0.003	-0.056	0.011
Si	14.948	10.148	30.753	-0.255	-0.245	0.626
Si	12.846	10.366	25.76	-0.023	0.045	0.157
Si	13.758	7.186	23.25	-0.03	-0.099	-0.078
Si	5.11	4.946	21.409	-0.007	0.142	-0.096
Si	5.131	13.215	22.181	0.002	0.034	-0.105
Si	4.692	12.29	24.901	0.08	-0.04	-0.041
Si	7.398	7.998	34.589	-0.006	-0.037	-0.042
Si	14.104	5.87	25.772	0.079	-0.004	-0.02
Si	10.807	7.957	25.535	0.088	-0.061	0.04
Si	9.436	3.244	26.226	-0.108	-0.107	-0.098
Si	15.403	2.89	22.306	-0.055	-0.067	-0.136
Si	6.203	6.838	28.085	-0.013	0.049	0.022
Si	15.38	13.43	0.642	-0.004	-0.002	0.006
Si	15.358	1.889	0.653	-0.008	0.009	0.002
Si	15.369	5.743	0.631	0.006	-0.003	0.008
Si	15.395	9.595	0.633	0.026	0.001	0.001
Si	3.853	13.416	0.688	-0.01	0.015	0.01
Si	3.867	1.902	0.696	0.022	-0.008	0.007
Si	3.837	5.77	0.686	-0.008	-0.007	0.01
Si	3.845	9.609	0.677	-0.003	-0.008	0.008
Si	7.718	13.43	0.665	-0.004	0.009	0.009
Si	7.705	1.902	0.67	-0.009	-0.005	0.009
Si	7.714	5.746	0.658	0	-0.002	0.003
Si	7.73	9.599	0.656	0.003	-0.005	0.003
Si	11.556	13.411	0.655	-0.021	0.006	0.008
Si	11.566	1.896	0.655	0.012	0.004	0.007
Si	11.551	5.766	0.645	0.005	-0.003	0.006
Si	11.543	9.591	0.644	-0.017	-0.001	0.002
Si	1.914	13.426	2.019	0.003	-0.013	0
Si	1.912	1.898	2.01	0.003	-0.004	-0.016
Si	1.901	5.76	2.015	0.002	0.025	0
Si	1.916	9.595	2.023	0.001	-0.013	0.01
Si	5.79	13.434	2.028	0.002	0.009	0.005
Si	5.791	1.9	2.045	-0.003	-0.001	0.005
Si	5.783	5.747	2.019	0.002	-0.015	-0.007
Si	5.792	9.601	2.011	0.001	-0.001	-0.001
Si	9.637	13.422	2.026	0.005	-0.026	0.002
Si	9.637	1.899	2.017	-0.007	-0.001	-0.014
Si	9.634	5.759	2.019	-0.002	0.018	-0.004
Si	9.637	9.595	2.031	0.004	0.008	0.008
Si	13.471	13.434	2.024	-0.002	0.013	0.001
Si	13.463	1.897	2.041	0.001	0.009	0.01
Si	13.465	5.744	2.016	-0.003	-0.015	0
Si	13.473	9.596	2.003	-0.009	0.004	-0.013
Si	1.923	-0.028	3.372	-0.003	-0.011	-0.004
Si	1.918	3.827	3.367	-0.004	0.006	-0.006
Si	1.918	7.673	3.383	-0.006	0.003	0.004
Si	1.919	11.514	3.39	-0.015	0	-0.002
Si	5.785	-0.03	3.391	0.002	0.004	0
Si	5.783	3.831	3.39	0.004	-0.008	-0.001
Si	5.785	7.675	3.374	0.004	-0.002	-0.004
Si	5.788	11.513	3.39	0.005	0.01	0
Si	9.632	-0.029	3.377	0.001	-0.012	-0.003
Si	9.632	3.828	3.376	0.013	0.009	-0.001
Si	9.629	7.672	3.389	0	0.004	0.002
Si	9.631	11.512	3.399	-0.009	-0.002	0.006
Si	13.467	-0.031	3.391	-0.003	0.004	0
Si	13.466	3.828	3.389	0.003	-0.011	0.01
Si	13.471	7.674	3.371	0.013	-0.006	-0.003
Si	13.47	11.51	3.385	-0.003	0.009	0.004
Si	15.396	-0.027	4.745	-0.006	0.005	0
Si	15.394	3.827	4.743	-0.005	0.006	-0.002
Si	15.387	7.673	4.744	0.003	0.002	0.001
Si	15.389	11.515	4.755	0.007	-0.006	0.004
Si	3.849	-0.027	4.735	0.005	0.002	-0.003
Si	3.845	3.828	4.731	0.001	0	-0.004
Si	3.854	7.67	4.729	-0.005	-0.004	-0.007
Si	3.853	11.516	4.741	-0.002	-0.006	-0.004
Si	7.711	-0.028	4.747	-0.003	-0.003	-0.001
Si	7.71	3.829	4.746	-0.003	0.004	-0.003
Si	7.702	7.671	4.746	0.006	0.002	-0.002
Si	7.705	11.515	4.76	0.013	-0.007	0.003
Si	11.545	-0.027	4.753	0.002	0.002	0.002
Si	11.544	3.827	4.751	-0.003	0.002	0.003
Si	11.554	7.671	4.745	-0.005	0	-0.002
Si	11.553	11.515	4.759	-0.008	-0.001	0.004
Si	15.395	13.442	6.113	-0.001	-0.002	0.001
Si	15.399	1.901	6.099	0.006	-0.003	-0.001
Si	15.395	5.75	6.104	0.002	0.001	-0.001
Si	15.393	9.59	6.111	-0.009	-0.005	0.002
Si	3.852	13.441	6.104	-0.004	0.003	0
Si	3.85	1.903	6.089	-0.006	-0.002	-0.002
Si	3.852	5.751	6.096	-0.002	0.004	0
Si	3.852	9.588	6.096	0.002	-0.006	-0.005
Si	7.705	13.442	6.12	-0.002	0.003	0.004
Si	7.708	1.901	6.102	0.004	-0.004	-0.003
Si	7.703	5.75	6.112	0.001	0.003	0.005
Si	7.703	9.588	6.114	-0.01	0.002	0.004
Si	11.547	13.441	6.121	0	-0.001	0.003
Si	11.542	1.901	6.11	0.003	0	0.001
Si	11.549	5.751	6.112	0.008	0.001	0.003
Si	11.548	9.587	6.115	0.008	-0.001	0.002
Si	1.933	13.444	7.474	0.001	-0.005	0.006
Si	1.936	1.905	7.463	0	0.004	0.005
Si	1.933	5.756	7.464	-0.009	-0.001	-0.003
Si	1.934	9.584	7.465	0.003	0.001	0
Si	5.772	13.443	7.472	0.002	0	0.004
Si	5.774	1.903	7.447	-0.002	0.006	-0.007
Si	5.771	5.749	7.465	-0.006	-0.011	0.001
Si	5.77	9.585	7.462	0	0	-0.004
Si	9.625	13.445	7.489	0.004	-0.007	0.006
Si	9.62	1.903	7.48	-0.01	0.001	0.002
Si	9.625	5.752	7.478	0.001	0.004	0.005
Si	9.624	9.584	7.479	0.002	-0.003	-0.001
Si	13.474	13.444	7.479	-0.001	0.009	0.009
Si	13.475	1.903	7.454	-0.003	0.006	0
Si	13.477	5.747	7.468	0.007	-0.007	0.002
Si	13.473	9.588	7.472	0.007	0	0.005
Si	1.939	-0.012	8.834	-0.004	0	0.005
Si	1.937	3.832	8.821	0.002	0.01	-0.006
Si	1.935	7.668	8.842	0.002	-0.002	-0.003
Si	1.935	11.508	8.819	-0.002	-0.014	-0.001
Si	5.769	-0.008	8.822	0.001	0.01	-0.007
Si	5.771	3.818	8.816	-0.001	-0.011	-0.007
Si	5.766	7.669	8.834	-0.002	0.01	0.005
Si	5.765	11.507	8.821	0	-0.005	0.002
Si	9.621	-0.013	8.855	0.003	0.007	0.013
Si	9.622	3.83	8.841	0.005	-0.001	0.006
Si	9.621	7.666	8.854	0	0.005	0.006
Si	9.621	11.509	8.835	-0.005	0.003	0.003
Si	13.476	-0.007	8.826	0.002	0.009	-0.009
Si	13.482	3.819	8.82	0.001	-0.013	-0.008
Si	13.482	7.666	8.834	-0.007	-0.007	0.003
Si	13.476	11.51	8.829	-0.002	-0.008	0.004
Si	15.397	0.004	10.188	-0.008	-0.004	0.001
Si	15.405	3.826	10.182	-0.005	0.01	-0.005
Si	15.4	7.669	10.206	0.014	0	-0.008
Si	15.406	11.505	10.183	0.025	0.002	-0.013
Si	3.861	-0.002	10.205	-0.007	-0.002	-0.001
Si	3.856	3.826	10.187	-0.019	0.001	-0.004
Si	3.854	7.667	10.216	-0.021	-0.008	-0.007
Si	3.847	11.503	10.19	-0.008	0.002	-0.015
Si	7.676	-0.009	10.2	-0.003	-0.008	0.008
Si	7.682	3.832	10.188	-0.007	0.003	0.005
Si	7.68	7.663	10.205	0.005	0.006	-0.002
Si	7.684	11.498	10.18	0.005	-0.006	-0.006
Si	11.564	0.005	10.2	0.001	-0.003	0.007
Si	11.564	3.816	10.182	0	0.015	0.001
Si	11.563	7.659	10.197	0.012	0.004	-0.002
Si	11.552	11.508	10.186	-0.007	-0.013	0.005
O	14.62	1.739	28.925	0.299	-0.034	-0.209
O	17.148	2.268	32.8	0.007	0.086	-0.149
O	14.862	6.069	31.6	-0.041	0.415	-0.173
O	17.308	5.251	31.1	-0.251	-0.249	0.037
O	17.791	8.099	28.387	0.233	-0.045	-0.643
O	8.348	13.976	29.653	0.387	-0.358	-0.07
O	3.667	13.977	31.766	0.102	0.3	-0.098
O	4.334	2.022	32.286	0.4	-0.087	0.154
O	6.111	13.235	30.917	-0.038	-0.555	0.066
O	7.661	6.021	31.912	0.194	-0.38	-0.167
O	11.117	12.299	30.477	-0.439	-0.045	-0.237
O	11.602	-1.166	32.112	0.06	0.4	-0.01
O	13.661	13.001	30.993	-0.029	-0.067	0.157
O	11.14	1.984	31.87	0.059	-0.608	-0.197
O	12.883	3.144	30.268	-0.146	0.367	0.199
O	11.343	6.109	31.681	0.078	0.095	-0.243
O	11.118	10.009	31.849	-0.005	-0.388	0.028
O	15.026	9.594	18.248	-0.041	0.41	0.409
O	4.88	9.123	19.469	-0.086	-0.284	0.289
O	7.115	9.351	18.095	0.022	-0.265	-0.102
O	7.074	10.2	20.521	0.464	0.351	0.041
O	12.347	9.725	17.997	-0.097	0.059	0.07
O	9.696	9.601	17.404	0.059	0.018	0.25
O	16.736	10.637	26.267	0.34	-0.053	0.37
O	5.573	5.8	20.084	0.215	0.355	0.281
O	15.301	4.086	29.891	0.207	0.07	-0.711
O	6.358	2.599	27.958	-0.265	0.477	0.188
O	5.055	7.978	28.17	0.105	0.541	-0.269
O	4.37	13.215	23.603	-0.33	0.518	-0.05
O	6.769	6.46	29.539	-0.309	-0.39	0.048
O	8.021	2.438	30.015	0.507	0.503	0.141
O	12.806	8.28	28.505	0.202	-0.224	0.065
O	15.585	1.334	21.85	0.52	-0.032	-0.723
O	15.262	2.888	23.922	0.574	0.338	0.387
O	9.024	3.018	27.758	0.52	0.122	0.441
O	7.639	6.728	24.687	0.041	0.028	-0.337
O	5.876	3.642	18.754	0.113	-0.082	0.287
O	12.719	10.7	27.346	-0.071	0.469	-0.067
O	13.422	0.059	18.665	0.089	0.067	0.453
O	13.278	5.096	19.726	-0.19	0.246	0.488
O	14.535	11.806	22.978	-0.031	-0.314	-0.298
O	3.795	4.066	21.072	0.152	-0.383	-0.037
O	1.848	5.26	19.801	-0.519	0.111	0.498
O	8.727	2.056	25.368	0.37	-0.189	-0.094
O	7.589	-0.32	24.755	0.011	0.042	-0.257
O	17.075	11.879	22.141	0.029	-0.433	0.32
O	1.938	0.013	18.926	-0.222	0.002	0.585
O	8.439	10.658	22.703	0.339	-0.285	0.256
O	9.117	13.125	22.139	0.473	-0.088	0.315
O	6.232	13.983	19.427	0.066	0.108	0.159
O	8.815	3.09	21.377	-0.183	-0.413	0.333
O	6.562	12.469	22.376	0.059	-0.374	-0.315
O	10.011	1.783	19.559	-0.07	-0.306	0.442
O	9.649	4.381	19.257	-0.301	-0.254	-0.008
O	9.418	13.424	19.535	-0.181	-0.735	0.298
O	5.736	11.512	18.658	-0.277	-0.21	0.221
O	13.376	2.524	19.429	0.198	0.023	0.24
O	16.688	3.735	21.853	0.247	0.291	0.205
O	14.041	3.537	21.71	-0.096	0.338	0.497
O	14.347	9.85	25.478	0.022	-0.183	-0.214
O	12.354	13.278	22.68	-0.442	0.109	0.689
O	6.721	9.076	25.337	-0.048	0.292	0.193
O	9.382	6.331	29.939	0.137	-0.07	-0.32
O	12.808	13.363	19.992	-0.24	-0.276	0.259
O	5.481	-0.646	21.706	-0.205	0.509	0.494
O	13.47	7.555	18.97	-0.228	-0.066	0.14
O	15.092	-0.353	27.453	-0.218	-0.136	-0.513
O	13.399	8.627	22.685	0.149	0.363	0.384
O	4.241	4.045	30.571	0.38	0.16	-0.477
O	3.388	12.255	25.839	0.246	0.062	0.458
O	9.297	8.495	25.753	-0.035	0.487	0.16
O	2.695	10.352	20.215	-0.161	-0.053	0.298
O	5.018	10.768	24.408	-0.108	-0.118	-0.097
O	2.488	7.778	19.282	-0.233	0.055	0.507
O	13.437	-0.053	21.623	-0.08	0.561	-0.074
O	13.723	6.163	27.306	0.201	-0.111	0.604
O	12.735	6.122	22.593	0.29	-0.48	-0.273
O	11.253	7.034	26.788	-0.173	-0.172	0.22
O	8.107	13.645	26.965	0.169	-0.603	0.199
O	4.444	0.802	27.362	0.071	-0.397	-0.541
O	15.696	14.1	22.455	0.306	0.09	-0.341
O	15.7	5.832	25.415	0.179	-0.584	0.233
O	16.458	12.671	24.594	-0.196	0.416	0.235
O	4.354	-1.066	29.272	0.236	-0.228	-0.511
O	8.057	-0.188	20.911	0.169	0.533	0.17
O	6.251	10.315	30.411	0.134	0.16	-0.765
O	15.482	8.614	27.472	-0.361	0.059	0.03
O	1.997	12.866	19.736	-0.453	0.063	0.194
O	14.519	1.896	26.26	0.348	0.472	0.089
O	8.895	10.853	30.696	-0.117	0.342	-0.099
O	13.431	9.762	20.341	0.081	0.645	0.223
O	3.857	6.585	29.988	0.26	-0.114	-0.335
O	6.401	4.432	25.219	0.105	-0.218	-0.029
O	8.187	4.505	23.369	0.559	0.406	-0.067
O	7.435	7.399	27.22	0.523	-0.102	0.357
O	2.101	2.612	19.631	-0.037	0.141	0.38
O	7.916	0.613	28.046	-0.3	-0.109	-0.356
O	3.891	1.536	29.768	-0.195	0.086	0.027
O	6.047	1.191	19.793	-0.096	0.035	0.558
O	4.067	11.824	30.31	-0.499	0.066	-0.488
O	16.757	13.078	27.248	0.261	-0.039	0.01
O	11.743	9.253	25.383	-0.183	-0.073	-0.014
O	11.189	8.569	21.162	-0.094	-0.004	-0.318
O	2.386	6.539	23.663	-0.138	-0.012	-0.392
O	8.928	4.731	25.836	0.405	0.453	0.33
O	8.593	8.279	21.544	-0.326	-0.205	0.398
O	6.337	9.092	22.74	-0.123	-0.348	-0.366
O	15.875	6.553	29.228	-0.286	-0.25	-0.28
O	11.15	4.439	23.758	-0.272	-0.394	-0.349
O	12.206	-0.8	29.616	0.376	0.145	-0.259
O	5.554	5.51	27.457	-0.101	-0.319	0.322
O	13.606	10.34	29.839	-0.361	0.257	0.184
O	9.746	7.067	19.481	-0.179	0.651	-0.131
O	15.793	11.54	30.721	0.695	-0.127	0.057
O	10.475	4.001	30.315	-0.525	-0.206	-0.386
O	10.213	6.184	21.866	-0.259	-0.342	-0.126
O	10.241	-0.569	27.935	0.282	-0.217	-0.38
O	17.547	0.004	28.371	-0.021	0.228	-0.033
O	6.263	3.88	21.778	-0.063	-0.146	-0.193
O	6.861	0.312	31.033	-0.237	-0.063	-0.279
O	8.186	12.554	24.515	0.327	-0.415	0.316
O	16.435	8.335	25.006	0.313	0.173	-0.259
O	11.023	10.038	29.245	-0.353	-0.426	-0.345
O	12.616	11.656	24.803	-0.138	0.328	0.152
O	12.628	0.617	27.51	-0.363	-0.159	-0.593
O	13.543	7.109	24.868	-0.072	0.535	0.371
O	13.279	4.548	25.366	0.131	-0.27	0.1
O	15.322	6.863	23.025	0.237	-0.203	-0.469
O	4.164	5.733	25.247	-0.226	0.121	0.099
O	10.814	7.054	24.199	-0.147	0.202	-0.172
O	4.151	12.398	21.167	0.348	-0.113	-0.395
O	12.712	2.29	24.324	-0.306	-0.42	-0.247
O	7.329	1.925	23.211	-0.042	-0.394	-0.18
O	3.851	9.221	30.171	-0.283	-0.03	0.112
O	11.474	3.526	20.935	0.14	-0.068	0.757
O	6.085	1.59	25.518	-0.228	0.01	-0.39
O	11.037	3.231	26.073	0.145	-0.241	0.604
O	15.865	13.896	29.672	0.247	0.275	0.058
O	5.921	13.035	25.664	-0.026	0.147	0.483
O	12.11	10.779	22.352	-0.346	0.217	-0.018
O	10.973	1.541	29.328	-0.203	0.297	-0.012
O	4.463	8.129	24.194	-0.471	0.118	0.066
O	10.837	-0.564	21.184	0.016	0.349	0.224
O	4.389	3.354	26.476	-0.574	0.163	-0.228
O	14.472	0.387	24.045	-0.087	-0.35	0.33
O	11.832	5.905	29.101	0.162	-0.09	-0.253
O	15.878	9.004	30.075	0.304	-0.174	0.203
O	8.059	8.398	30.774	0.118	0.025	-0.14
O	14.864	2.077	31.575	-0.157	-0.482	-0.074
O	4.779	5.961	22.64	0.294	0.112	-0.03

Results
total energy: -105138.397 eV
total energy less fixed offsets of O -438.35, Si -107.03 eV per atom: 1.143 eV
